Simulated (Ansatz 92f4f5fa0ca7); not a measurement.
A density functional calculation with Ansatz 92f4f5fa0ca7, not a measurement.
Periodic cell of 208 atoms, Si128O80, from a study of silicon, its oxide and their interface. The atomic structure is a simulated model.
Doubt: the cutoff is far below the 930 eV that the study's wrapper takes by default for these files, so forces and energies are approximate.

Settings
functional: PBE
potential files: Ansatz PAW
basis: plane waves
wave-function cutoff: 580 eV
density cutoff ratio: 5
exchange-correlation grid ratio: 1
k mesh: 1 x 1 x 1, Gamma-centred
self-consistency stop: 5e-08 eV per atom in the density residual
occupations: fixed
spin: none
net charge: 0

Cell vectors (angstrom)
a	10.938	0	0
b	0	10.938	0
c	-3.6323	4.8106	31.2342

Atoms: element, x, y, z (angstrom)
Si	-3.2015	8.383	25.1921
Si	-0.3464	11.165	25.1651
Si	-4.1582	4.017	25.2704
Si	-12.4001	6.7073	25.1777
Si	-9.5568	9.4327	25.0293
Si	-6.9275	12.2442	25.1865
Si	-8.6646	3.0122	25.2898
Si	-5.9105	5.6641	25.3883
Si	-4.9564	7.5019	26.5045
Si	-2.2095	10.2235	26.3407
Si	-5.0724	2.1561	26.4165
Si	-2.3121	4.8848	26.447
Si	-10.5328	7.6562	26.3335
Si	-7.8082	10.3696	26.3651
Si	0.5348	12.9239	26.5037
Si	-7.7159	4.7543	26.5587
Si	-6.3926	8.9534	27.7015
Si	-3.6332	11.6446	27.6639
Si	-6.3674	3.4263	27.949
Si	-3.6302	6.1763	27.9328
Si	-0.9117	8.9249	27.8441
Si	1.8515	11.6172	27.9225
Si	-0.9042	14.3792	27.7238
Si	-9.1527	6.2277	27.7127
Si	-7.7424	7.5608	29.1148
Si	-4.9979	10.2921	29.1082
Si	-7.7363	12.9948	29.2499
Si	-4.9964	4.8068	29.2491
Si	-2.2528	7.5561	29.2225
Si	0.4564	10.2619	29.2217
Si	-2.2774	13.0066	29.1115
Si	0.4592	4.8205	29.1239
Si	-6.3668	6.1779	30.5482
Si	-3.6323	8.9124	30.5482
Si	-6.3668	11.6469	30.5482
Si	-3.6323	14.3814	30.5482
Si	-0.8978	6.1779	30.5482
Si	1.8367	8.9124	30.5482
Si	-0.8978	11.6469	30.5482
Si	-9.1013	3.4434	30.5482
Si	-1.3673	2.7345	0.6813
Si	1.3673	5.469	0.6813
Si	-1.3673	8.2035	0.6813
Si	1.3673	0	0.6813
Si	4.1018	2.7345	0.6813
Si	-4.1018	5.469	0.6813
Si	-6.8362	-2.7345	0.6813
Si	-4.1018	0	0.6813
Si	-2.7345	4.1018	2.0485
Si	0	6.8362	2.0485
Si	-2.7345	9.5708	2.0485
Si	0	1.3673	2.0485
Si	2.7345	4.1018	2.0485
Si	-5.469	6.8362	2.0485
Si	2.7345	-1.3673	2.0485
Si	5.469	1.3673	2.0485
Si	-4.1242	2.7365	3.3542
Si	-1.3733	5.4872	3.4696
Si	-4.0827	8.2016	3.4965
Si	-1.3599	-0.0209	3.3903
Si	1.3623	2.7246	3.466
Si	4.1332	5.4536	3.3201
Si	1.3513	8.2245	3.3455
Si	4.11	0.0028	3.4841
Si	-2.778	1.3533	4.6634
Si	-0.0071	4.1085	4.8376
Si	-2.6962	6.8494	4.9376
Si	0.0026	-1.4046	4.7596
Si	2.7236	1.3673	4.8938
Si	-5.4868	4.1032	4.695
Si	2.8142	6.8894	4.5608
Si	-5.4474	9.5821	4.897
Si	-1.4579	2.6716	6.0813
Si	1.5004	5.5876	5.9412
Si	-1.2845	8.2523	6.3273
Si	1.3641	-0.1122	6.1896
Si	-6.8653	2.8633	6.1752
Si	-4.135	5.3828	6.1524
Si	4.0841	8.1128	6.112
Si	-4.075	0.0955	6.201
Si	-3.3068	3.5138	7.3439
Si	0.6152	7.2049	7.3927
Si	-2.2362	-0.7799	7.4565
Si	-0.4994	0.8691	7.2467
Si	-5.8809	6.3469	7.3856
Si	2.3826	-1.8768	7.4616
Si	-5.1133	1.9058	7.3781
Si	-7.7286	4.7602	7.36
Si	-1.6192	11.4678	16.5497
Si	-8.9319	8.5163	22.8646
Si	3.5386	2.0763	12.1955
Si	-9.9905	9.1804	20.0313
Si	-1.7833	10.0077	21.0908
Si	3.6538	-1.3576	9.4412
Si	-0.1586	1.903	9.281
Si	1.5412	0.0749	11.2549
Si	-0.6039	12.2132	23.0905
Si	-5.3201	7.1457	9.5398
Si	-5.6598	11.5555	19.4803
Si	-7.2621	4.2079	16.4569
Si	-3.9653	8.7065	22.9838
Si	-1.8131	-1.9616	14.8228
Si	-9.3622	3.3823	23.0844
Si	-2.3888	7.3035	17.4552
Si	-5.591	1.3397	9.6479
Si	-5.2377	6.3357	12.3704
Si	-2.5831	4.6701	12.8354
Si	-4.421	3.355	20.0444
Si	-9.818	11.7627	18.1168
Si	-3.1626	2.7593	15.2893
Si	-5.5641	0.8376	14.3874
Si	-7.1476	4.3962	21.0559
Si	-5.4842	11.4379	22.5416
Si	-6.3558	6.8912	22.5579
Si	3.0487	4.8486	13.3828
Si	-3.3894	10.0429	18.5967
Si	-4.3674	-1.6463	12.9808
Si	-3.2419	2.7819	22.6118
Si	-7.2113	12.0597	16.9046
Si	-9.1829	3.9185	18.6958
Si	-4.4379	4.8867	17.3272
Si	-0.3737	-2.2872	12.069
Si	-2.9013	2.7617	10.2701
Si	-0.0397	6.0816	22.5071
Si	-2.9369	-1.8781	10.3068
Si	-0.0111	6.4337	19.4469
Si	0.4068	5.7995	12.2388
Si	0.9887	4.8324	9.3532
O	-1.4962	1.9339	10.231
O	-6.0588	-0.237	9.4055
O	2.6008	-0.9756	10.618
O	-8.8088	11.7064	16.8129
O	-4.9969	9.9707	23.0265
O	-6.4055	5.8834	23.8266
O	-5.6995	3.673	21.0015
O	-1.2818	-0.5057	15.3365
O	-4.6444	12.8343	19.3403
O	-0.5796	6.3076	20.986
O	-5.1944	7.9264	12.7072
O	-2.8901	3.7298	11.5565
O	-3.3096	-1.869	14.1951
O	-0.4028	11.5578	17.6076
O	0.3341	6.2172	8.7334
O	-2.6789	10.679	19.9226
O	-4.1472	12.3636	22.5945
O	-2.5466	-0.8598	9.0975
O	-8.6897	4.4064	17.2174
O	-6.6329	11.9523	23.5695
O	1.0017	1.1209	10.1262
O	-10.1188	12.9155	22.6408
O	-7.3282	8.1707	22.8607
O	-3.1442	3.3468	21.0744
O	-3.071	8.4766	18.3561
O	-1.1358	5.4493	12.7128
O	-6.6978	1.9489	10.7129
O	1.5551	5.5207	13.3713
O	-3.8508	7.8984	9.5994
O	-3.7146	-1.1558	11.5547
O	-6.0284	5.1557	16.9946
O	-10.3488	4.9488	19.1374
O	-1.886	2.0224	15.9785
O	0.2592	3.4477	8.8618
O	-0.8349	-2.4306	13.6219
O	-6.1224	11.3883	21.0351
O	-4.8275	7.4491	22.3409
O	-1.0407	11.1709	21.9234
O	-1.7847	7.9091	16.0591
O	-3.5439	6.2204	17.0672
O	-9.8238	7.6677	19.3562
O	-1.571	-2.4737	10.9697
O	-2.6751	9.0186	22.023
O	-6.6481	5.8159	12.9704
O	-4.1255	1.6665	10.3509
O	-10.4383	4.572	22.7669
O	-9.6704	2.3421	18.7691
O	-9.737	7.0907	22.8197
O	-4.1563	1.5869	14.7311
O	-9.2023	9.3349	21.4611
O	-1.7583	2.4398	23.1901
O	-3.9018	3.8672	23.6274
O	-0.6526	9.1449	20.3276
O	-6.3569	0.3464	15.7468
O	-3.0122	3.7574	8.9702
O	-1.1973	6.6513	18.3502
O	-2.9633	10.9201	17.2985
O	-6.9168	6.0054	21.2974
O	-6.9214	11.7407	18.4814
O	0.3471	-0.8322	11.8886
O	-2.5359	3.713	14.141
O	-1.2517	6.3655	23.5568
O	3.3742	4.4264	14.8994
O	0.5907	7.3685	11.8157
O	-4.222	4.4774	18.8947
O	-6.8004	2.6718	16.6844
O	-5.2841	6.0415	10.7539
O	2.982	3.589	12.3523
O	-3.8627	5.6869	12.9924
O	2.5702	4.6869	8.9154
O	2.3208	0.9873	12.3599
O	-6.3978	1.878	13.4603
O	-8.0106	3.6599	22.2165
O	-9.5521	10.4772	19.1242
O	-5.3768	-0.4878	13.4743
O	-7.8801	4.1354	19.6415
O	0.7812	4.8787	10.9537
O	-3.9374	3.6756	16.3735
O	-4.9735	10.1923	18.9024
O	-6.5491	8.1873	9.8787

Results
free energy: -126872.570 eV
free energy less fixed offsets of O -568.88, Si -635.61 eV per atom: -4.090 eV

Forces (eV/angstrom), in the order of the atoms: element, x, y, z
Si	-0.0055	-0.0075	0.0098
Si	0.0032	-0.0159	0.0088
Si	-0.029	0.0229	0.018
Si	-0.0073	0.0108	0.0186
Si	-0.0057	0.0173	0.0128
Si	-0.011	-0.0018	0.0194
Si	-0.0013	0.0056	0.0101
Si	0.0322	-0.0112	0.0294
Si	-0.0014	0.0001	-0.0005
Si	0.004	-0.0037	0.0027
Si	0.0079	-0.0014	-0.0045
Si	0.0016	0.0026	-0.0006
Si	-0.0025	-0.0096	0.0007
Si	0.0102	0.0021	0.0012
Si	-0.0005	0.0153	0.0331
Si	0.0015	-0.0091	-0.0055
Si	-0.0052	-0.0039	0.0008
Si	0.0057	0	0.0057
Si	-0.0045	0.0067	0.014
Si	-0.0023	0.0069	0.0135
Si	-0.0019	0.0131	0.0105
Si	-0.0149	0.007	-0.0027
Si	0.0142	-0.02	-0.0086
Si	0.0007	0.0058	0.0092
Si	0.0015	0.0023	0.0182
Si	-0.0042	0.0008	0.0196
Si	0.0007	-0.0066	0.0062
Si	0.0078	-0.0053	-0.0034
Si	-0.0026	-0.0141	0.0053
Si	0.0044	-0.0054	0.0117
Si	0.0002	0.0027	0.0195
Si	-0.0026	0.0016	0.0204
Si	-0.2642	0.254	-0.0246
Si	-0.1622	0.2367	-0.1394
Si	0.3201	-0.2645	0.0893
Si	0.215	-0.2867	0.0967
Si	0.1363	-0.099	-0.0014
Si	0.1004	-0.1948	0.0468
Si	-0.2055	0.1294	-0.0848
Si	-0.1974	0.2304	-0.0553
Si	-0.0352	0.1178	0.0154
Si	-0.1651	0.0182	0.0154
Si	-0.0264	-0.1553	-0.0105
Si	0.1963	0.0315	-0.0386
Si	-0.0134	-0.2238	-0.0242
Si	0.2094	0.0543	-0.051
Si	-0.0156	0.1778	0.0127
Si	-0.1454	0.0308	0.017
Si	0.0746	0.2507	0.0601
Si	-0.2173	-0.1627	-0.0743
Si	-0.0768	-0.2598	0.0535
Si	0.1067	0.0005	0.0537
Si	-0.2099	-0.3112	-0.136
Si	0.5242	0.2729	-0.1641
Si	0.1556	0.4113	-0.0295
Si	-0.323	-0.2196	-0.0928
Si	-0.0018	-0.0223	0.0182
Si	0.0069	0.0001	-0.0009
Si	0.0016	0.0054	-0.0059
Si	-0.0087	0.0015	0.0156
Si	0.0037	0.0044	-0.0047
Si	-0.0078	-0.0045	0.0132
Si	-0.0073	-0.0126	0.0108
Si	0.0014	0.003	-0.0049
Si	0.0156	0.0369	-0.0066
Si	-0.0053	0.0012	0.0004
Si	-0.0069	-0.0112	-0.0039
Si	0.0169	0.0078	-0.0106
Si	-0.0022	-0.0081	-0.0117
Si	-0.0003	0.0027	-0.0149
Si	0.0039	0.0129	0.0059
Si	-0.0005	0.0007	0.0106
Si	-0.0037	-0.0201	-0.0157
Si	-0.0058	0.0005	0.0027
Si	-0.0067	-0.004	0.0025
Si	-0.0039	-0.0103	-0.0067
Si	-0.0066	0.0122	0.0055
Si	0.0061	0.0007	0.0116
Si	-0.0044	-0.005	-0.014
Si	-0.0381	0.0021	0.0085
Si	-0.007	0.0119	-0.0215
Si	0.0107	-0.0082	-0.0011
Si	0.0234	-0.0007	-0.0055
Si	-0.0118	0.0133	0.0124
Si	0.0016	0	0.0041
Si	0.0026	0.0038	-0.0002
Si	0.0206	-0.0176	-0.0113
Si	0.0152	0.0048	-0.0097
Si	-0.0004	0.003	-0.0029
Si	0.0173	-0.0243	-0.0354
Si	0.0005	-0.0056	-0.0015
Si	-0.0058	0.0063	0.0037
Si	-0.0005	-0.0114	-0.0215
Si	-0.0049	0.0033	0.0282
Si	0.0072	0.0064	0
Si	0.0041	0.0024	-0.0088
Si	-0.0072	0.0115	-0.0196
Si	-0.0017	0.0094	-0.0052
Si	0.0034	-0.0043	-0.0055
Si	0.0013	-0.0069	-0.0035
Si	0.0011	0.0072	-0.0142
Si	-0.0028	-0.0003	-0.0013
Si	0.0071	0.0173	-0.0234
Si	-0.0011	-0.002	-0.0009
Si	0.003	-0.0111	0.0117
Si	0.0004	0.0042	-0.0026
Si	0.0003	-0.0068	-0.0075
Si	-0.0027	0.0037	0.0031
Si	-0.005	-0.0021	0.0068
Si	-0.0025	0.0012	0.0035
Si	-0.001	0.0024	-0.0027
Si	-0.0091	0.0049	0.0076
Si	0.0037	0.0021	-0.0004
Si	-0.0115	0.0017	0.0037
Si	0.0037	-0.0037	0.0037
Si	-0.0035	0.0056	0.0089
Si	-0.0026	0.004	-0.0099
Si	-0.001	-0.0036	0.01
Si	0.0071	0.0035	-0.004
Si	0.0031	-0.0029	0.0036
Si	-0.0005	-0.0014	-0.0022
Si	-0.0012	0.0063	-0.0004
Si	-0.0032	-0.0013	0.0061
Si	0.0054	-0.0023	-0.0024
Si	-0.0093	-0.0061	-0.0016
Si	-0.0021	-0.0009	0.0091
Si	-0.0035	-0.0076	-0.0037
Si	-0.0107	-0.0064	-0.0108
O	-0.0038	-0.0021	-0.0057
O	0.0188	0.0305	-0.0121
O	-0.0006	-0.0084	-0.0158
O	0.0012	-0.0011	0.0052
O	-0.0006	0.0057	0.0029
O	0.001	-0.0031	-0.0234
O	-0.0015	0.0006	0.0024
O	0.0001	-0.0025	0.0063
O	-0.004	-0.0029	0.0044
O	0.0089	0.0039	0.0026
O	0.0024	-0.0072	0.0021
O	-0.0006	0.0082	0.0092
O	0.0059	-0.0022	0.0045
O	-0.0006	0.0009	-0.001
O	-0.003	0.0006	0.0018
O	0.0236	-0.0189	0.0219
O	-0.0044	-0.0031	0.005
O	-0.0069	-0.0052	0.0133
O	0.0026	-0.0002	0.0018
O	0.0127	-0.006	-0.0125
O	0.0029	-0.0056	0.0063
O	0.0113	0.002	0.0044
O	-0.0228	0.004	0.0111
O	0.0021	-0.0018	0.0066
O	0.0026	0.0013	0.0018
O	0.0039	-0.0021	0.0004
O	-0.0054	0.0031	0.0057
O	0.0002	-0.0005	0.0027
O	0.0037	0.004	0.0092
O	-0.0004	-0.0033	0.0108
O	-0.0002	-0.0017	0.0028
O	0.0005	0.0008	0.002
O	0.0002	-0.0046	0.0009
O	0.0023	0	-0.0003
O	0.0009	-0.002	0.0044
O	0.0025	0.0004	0.0037
O	0.0057	0.0023	0.0088
O	-0.0045	-0.0018	0.0063
O	0.0002	0.0007	0.0018
O	0.002	0.0019	0.0072
O	-0.0008	-0.0031	0.0038
O	0.0009	0.0021	0.0025
O	-0.0016	0.0132	-0.0056
O	0.0024	-0.0017	0.0036
O	0.0042	0.0059	-0.0045
O	0.0077	0.0069	0.0094
O	0.0018	-0.0011	0.0001
O	-0.0091	0.0069	-0.0005
O	0.0022	0.003	0.0054
O	0.0022	-0.0094	0.0201
O	-0.0116	-0.0023	0.0007
O	0.0088	-0.0099	-0.0105
O	-0.01	0.019	0.0223
O	-0.0053	0.0034	0.0122
O	0.0045	-0.006	0.019
O	-0.0006	0.0015	0.0031
O	0.0013	0.0004	0.0037
O	-0.0015	-0.0075	0.0021
O	0.0075	-0.0009	0.0027
O	-0.0061	-0.0059	0.0036
O	-0.001	0.0036	-0.0012
O	0.0059	-0.0079	-0.0163
O	0	-0.0017	0.0049
O	0.0029	-0.004	0.0033
O	-0.0016	0.0001	0.0023
O	-0.0044	0	0.0061
O	-0.0009	-0.0018	0.0079
O	-0.0013	0.0095	0.0064
O	-0.0025	0.0026	-0.002
O	-0.0045	-0.0046	0.0144
O	-0.0025	0.0012	0.0081
O	0.0028	-0.0014	0.0065
O	-0.0157	-0.0053	0.0067
O	-0.0022	-0.0028	0.005
O	0.0025	-0.0026	0.0031
O	0.0037	-0.0008	0.0099
O	0.0018	0.0049	0.0124
O	0.0072	-0.003	0.0018
O	0.0058	0.003	0.0077
O	0.006	-0.0301	0.0006

The program warned: the cutoff lies below the one the program advises for these potential files; the exchange-correlation potential is rough where the density is thin.
